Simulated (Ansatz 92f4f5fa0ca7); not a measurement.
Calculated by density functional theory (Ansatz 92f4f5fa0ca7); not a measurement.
Periodic cell of 285 atoms, Si195O90, from a study of silicon, its oxide and their interface. The atomic structure is a simulated model.
This geometry differs little from another in the collection (a relaxation step or a small displacement).

Settings: functional PBE; potential files Ansatz PAW; basis plane waves; wave-function cutoff 700 eV; density cutoff ratio 5; exchange-correlation grid ratio 1; k mesh 2 x 2 x 1, shifted by 0.5 0.5 0.5 of a step; self-consistency stop 5e-08 eV per atom in the density residual; occupations fixed; spin none; net charge 0.

Cell vectors (angstrom)
a  11.6015  0  0
b  0  10.938  0
c  0  0  40.5004

Atoms: element, x, y, z (angstrom)
Si  0  0  0.9665
Si  3.8672  0  0.9665
Si  7.7343  0  0.9665
Si  1.9336  1.3673  0.9665
Si  5.8008  1.3673  0.9665
Si  9.6679  1.3673  0.9665
Si  0  5.469  0.9665
Si  3.8672  5.469  0.9665
Si  7.7343  5.469  0.9665
Si  1.9336  6.8362  0.9665
Si  5.8008  6.8362  0.9665
Si  9.6679  6.8362  0.9665
Si  1.9336  2.7345  39.5333
Si  5.8008  2.7345  39.5333
Si  9.6679  2.7345  39.5333
Si  0  4.1018  39.5333
Si  3.8672  4.1018  39.5333
Si  7.7343  4.1018  39.5333
Si  1.9336  8.2035  39.5333
Si  5.8008  8.2035  39.5333
Si  9.6679  8.2035  39.5333
Si  0  9.5708  39.5333
Si  3.8672  9.5708  39.5333
Si  7.7343  9.5708  39.5333
Si  0  0  4.8337
Si  3.8672  0  4.8337
Si  7.7343  0  4.8337
Si  1.9336  1.3673  4.8337
Si  5.8008  1.3673  4.8337
Si  9.6679  1.3673  4.8337
Si  0  5.469  4.8337
Si  3.8672  5.469  4.8337
Si  7.7343  5.469  4.8337
Si  1.9336  6.8362  4.8337
Si  5.8008  6.8362  4.8337
Si  9.6679  6.8362  4.8337
Si  1.9336  2.7345  2.9001
Si  5.8008  2.7345  2.9001
Si  9.6679  2.7345  2.9001
Si  0  4.1018  2.9001
Si  3.8672  4.1018  2.9001
Si  7.7343  4.1018  2.9001
Si  1.9336  8.2035  2.9001
Si  5.8008  8.2035  2.9001
Si  9.6679  8.2035  2.9001
Si  0  9.5708  2.9001
Si  3.8672  9.5708  2.9001
Si  7.7343  9.5708  2.9001
Si  0.236  0.0153  30.0537
Si  3.9741  -0.3265  30.0514
Si  8.0358  0.0368  29.818
Si  2.2313  1.2272  30.0651
Si  5.9047  1.045  29.7538
Si  9.9964  1.395  29.7123
Si  -0.2743  5.5438  30.0244
Si  3.6334  5.4289  29.8383
Si  7.7849  5.7545  29.7369
Si  1.7328  6.7697  30.0781
Si  5.6504  6.772  29.7183
Si  9.6915  7.1468  30.1908
Si  2.0041  2.7248  31.858
Si  5.8417  2.7081  31.5847
Si  9.6727  2.729  31.6813
Si  0.0034  4.0082  31.7789
Si  3.9081  4.0911  31.7783
Si  7.7615  4.1586  31.609
Si  1.9115  8.1571  31.9677
Si  5.8418  8.1018  31.7605
Si  9.6596  8.3836  32.0996
Si  0.0579  9.6037  31.9753
Si  3.9052  9.4026  32.0034
Si  7.724  9.6347  31.802
Si  0.0067  0.0762  33.8153
Si  3.9006  0.013  33.774
Si  7.6884  0.0397  33.7288
Si  1.9655  1.3748  33.7878
Si  5.7978  1.4308  33.6498
Si  9.6352  1.3758  33.664
Si  0.0175  5.427  33.7096
Si  3.9326  5.4529  33.7242
Si  7.7681  5.4023  33.6755
Si  1.96  6.7558  33.8152
Si  5.8748  6.7972  33.7239
Si  9.6817  6.7852  33.8018
Si  1.9571  2.757  35.6897
Si  5.8095  2.7344  35.6429
Si  9.6629  2.7174  35.6385
Si  -0.0041  4.0818  35.6593
Si  3.8953  4.1075  35.6707
Si  7.7446  4.091  35.6514
Si  1.9497  8.2045  35.6813
Si  5.8252  8.1879  35.6529
Si  9.6659  8.2007  35.6881
Si  0.0016  9.5654  35.6823
Si  3.8966  9.5631  35.6824
Si  7.7342  9.5811  35.6539
Si  0  0  37.5997
Si  3.8672  0  37.5997
Si  7.7343  0  37.5997
Si  1.9336  1.3673  37.5997
Si  5.8008  1.3673  37.5997
Si  9.6679  1.3673  37.5997
Si  0  5.469  37.5997
Si  3.8672  5.469  37.5997
Si  7.7343  5.469  37.5997
Si  1.9336  6.8362  37.5997
Si  5.8008  6.8362  37.5997
Si  9.6679  6.8362  37.5997
Si  1.914  2.7456  6.7533
Si  5.8055  2.7345  6.7852
Si  9.6469  2.7381  6.7775
Si  -0.028  4.1057  6.7776
Si  3.8601  4.0923  6.735
Si  7.7314  4.1133  6.7742
Si  1.9073  8.2211  6.7451
Si  5.8086  8.2163  6.7403
Si  9.6567  8.1981  6.7976
Si  -0.0271  9.5776  6.7649
Si  3.8686  9.5665  6.7615
Si  7.7319  9.587  6.8038
Si  -0.0421  0.037  8.6761
Si  3.8825  0.0216  8.6741
Si  7.7341  0.0056  8.7752
Si  1.9291  1.3373  8.6458
Si  5.8141  1.4024  8.7594
Si  9.635  1.3838  8.7263
Si  -0.0481  5.4331  8.7462
Si  3.8342  5.5229  8.5983
Si  7.7447  5.4851  8.709
Si  1.8651  6.8318  8.6462
Si  5.807  6.833  8.6407
Si  9.657  6.8642  8.7755
Si  1.9499  2.6631  10.5709
Si  5.7843  2.8802  10.6475
Si  9.5911  2.6378  10.7424
Si  -0.0244  3.9473  10.6317
Si  3.8085  4.1547  10.4825
Si  7.7868  4.1699  10.6754
Si  1.8215  8.2961  10.4899
Si  5.8265  8.2472  10.5156
Si  9.6642  8.201  10.773
Si  -0.0938  9.6823  10.6369
Si  3.8277  9.5296  10.5427
Si  7.7227  9.6279  10.7767
Si  -0.1182  0.0911  12.6454
Si  3.8416  -0.0913  12.4795
Si  7.4358  0.0463  12.8065
Si  1.9162  1.3118  12.5427
Si  5.5736  1.4754  12.524
Si  9.4607  1.3672  12.8458
Si  0.1593  5.2598  12.5547
Si  3.8647  5.7256  12.2276
Si  7.8938  5.5377  12.6502
Si  1.8405  6.9247  12.3637
Si  5.9266  6.8438  12.3823
Si  9.948  6.7784  12.7455
O  -10.092  5.3807  22.2385
O  16.0365  15.0189  18.2923
O  -2.162  2.4314  14.1526
O  11.5766  10.043  13.9764
O  3.6906  4.777  13.565
O  3.6987  6.6034  15.5424
O  7.7827  4.5263  13.9687
O  5.1645  2.1864  13.9828
O  0.8576  3.5302  27.3517
O  9.2769  17.3506  26.2363
O  1.5195  7.8565  13.7255
O  19.0415  22.9222  22.6855
O  3.3087  3.1587  26.357
O  14.1003  1.9448  28.591
O  14.0021  15.21  15.6969
O  5.578  7.7771  28.3988
O  3.6398  9.5639  28.7745
O  11.352  4.1507  23.7754
O  1.4676  7.6713  28.7093
O  14.468  1.6273  21.3711
O  7.4849  11.3876  26.3599
O  5.3718  9.9715  26.8967
O  5.711  1.4711  28.1328
O  11.9861  10.0949  28.6364
Si  -2.8263  29.5256  25.2939
Si  5.3815  14.5193  22.9365
Si  -15.1184  2.5113  22.8266
Si  8.404  10.1323  26.8732
Si  18.0473  18.9374  23.4219
Si  -7.1565  12.4393  20.9185
Si  5.9016  0.5726  26.7645
Si  5.575  13.665  15.4591
Si  15.3762  2.1474  25.1864
Si  11.5788  10.8709  19.1751
Si  -21.1656  -0.3149  24.3387
Si  2.4345  3.3087  27.7095
Si  -4.8553  10.7042  22.0075
Si  2.2269  6.8549  22.4245
Si  11.5157  5.0146  22.4088
Si  -12.141  13.4835  23.9288
Si  -2.2512  15.0954  20.493
Si  27.2792  13.4344  18.0293
Si  12.9379  3.3814  14.8167
Si  -2.0802  5.25  27.3575
Si  8.6191  -6.251  17.7569
Si  4.5395  8.7879  27.6402
Si  4.2164  18.6127  16.6751
Si  3.6542  8.0476  24.9134
Si  11.809  -2.4318  14.4739
Si  16.6689  -4.6693  21.4943
Si  11.0369  -8.1035  26.91
Si  9.4611  6.7998  19.4264
Si  8.4076  -7.5336  14.9836
Si  15.3458  -27.7863  15.1577
Si  1.2737  1.4606  17.0702
Si  13.0567  11.8721  21.8554
Si  5.4919  -16.5445  18.4787
Si  17.1659  -1.7538  14.456
Si  11.7593  -2.4113  28.27
Si  22.7576  7.663  21.5163
Si  13.1569  -12.4795  17.0881
Si  -2.4637  9.4889  20.3599
Si  10.9888  9.4142  25.6252
O  12.2116  -8.5437  15.8995
O  -6.6256  -4.2048  17.7805
O  1.8393  10.933  16.5328
O  5.2533  24.6576  21.5201
O  -13.73  -8.6273  23.6413
O  0.0529  -9.7721  18.1124
O  16.8448  8.7911  16.0183
O  -10.7907  20.5285  18.5457
O  16.7682  -3.169  24.398
O  -2.2297  6.1459  17.935
O  6.1648  7.3891  21.9355
O  12.142  8.5908  16.0702
O  -10.9724  11.3612  20.5719
O  22.033  -3.2821  14.1149
O  3.1496  -6.4037  28.5159
O  -1.7232  14.8542  26.5085
O  5.8512  18.6794  13.7667
O  5.1396  4.3107  15.6239
O  10.4064  2.0023  28.1927
O  10.7154  17.3848  22.5411
O  2.6234  -3.8144  24.0142
O  3.5591  6.9213  21.4802
O  11.9205  -6.5771  13.9786
O  -18.6581  12.5178  19.2941
O  -23.4814  2.0652  25.4804
O  19.7747  20.9225  28.4856
O  14.1265  1.1534  24.8596
O  5.106  -9.6328  25.5741
O  10.8009  5.3676  28.4093
O  12.0523  1.8172  22.8263
O  -6.3496  -10.7902  21.4183
O  11.7151  8.3898  26.6608
O  15.8056  3.0505  23.9179
O  -1.5276  -13.424  24.6606
O  18.7836  2.5152  15.5937
O  5.5224  -5.2731  20.069
O  2.1152  2.3767  13.7947
O  3.6904  -3.0585  26.5556
O  20.0136  3.1784  21.3715
O  8.151  5.0529  28.2556
O  14.5342  8.5165  17.2662
O  6.9098  14.3612  23.5346
O  5.0718  16.0793  22.6649
O  -13.2475  -0.5193  26.4253
O  -9.1287  13.2154  17.8233
O  -0.6051  7.0929  19.9627
O  7.7679  21.1342  20.8427
O  21.6144  10.5105  19.4371
O  13.5291  10.5871  22.7237
O  14.8106  9.5957  24.7367
O  -2.3613  3.6824  18.9185
O  4.2245  -1.0278  13.8278
O  10.3188  8.078  28.9291
O  -2.5372  4.1357  16.285
O  8.7863  16.6463  20.4708
O  -2.9477  -2.7301  19.461
O  24.3299  7.9664  21.874
O  -4.6139  4.8857  17.9424
O  7.7525  7.2547  24.0848
O  10.8775  -6.7646  21.1307
O  18.254  -1.339  23.2009
O  6.9129  10.1127  14.174
O  4.8456  12.8779  16.687
O  0.5473  21.1956  24.8891
O  -13.0723  -12.9264  21.5896
O  7.9531  8.7017  26.2412

Results
free energy: -175165.182 eV
free energy less fixed offsets of O -569.03, Si -635.61 eV per atom: -8.532 eV

Forces (eV/angstrom), in the order of the atoms: element, x, y, z
Si  0.0061  -0.0192  -0.0003
Si  -0.0067  -0.0227  -0.0008
Si  -0.0002  0.0175  -0.0017
Si  -0.0031  0.0219  0.0049
Si  -0.0051  -0.026  0.0011
Si  0.0083  -0.025  0.0038
Si  0.0055  0.0172  0.0082
Si  -0.0016  -0.0207  -0.0067
Si  -0.0029  0.0149  0.0034
Si  0.0045  0.0319  -0.0063
Si  -0.0061  0.0119  -0.0156
Si  0.0011  0.0084  0.0076
Si  0.0073  -0.0382  0.0132
Si  0.0017  0.0355  -0.0249
Si  0.0021  0.0344  -0.0212
Si  0.0041  -0.008  -0.0048
Si  -0.0032  0.0123  -0.0075
Si  0.0048  -0.0177  -0.0209
Si  -0.0069  -0.0426  0.0253
Si  0.0079  0.007  -0.0094
Si  0.002  -0.0329  0.0254
Si  0.0123  0.0288  0.0212
Si  -0.0004  0.0287  0.012
Si  -0.0004  -0.019  -0.0044
Si  -0.0501  0.0261  -0.026
Si  -0.009  -0.0143  -0.0166
Si  0.032  -0.0086  0.1587
Si  -0.0381  0.0254  -0.0529
Si  0.0216  0.0216  0.1093
Si  -0.0236  0.0065  0.0642
Si  -0.0351  0.0108  0.0678
Si  0.0144  -0.0017  -0.1788
Si  -0.012  0.0244  0.001
Si  -0.0226  0.0411  -0.0857
Si  0.0341  0.0021  -0.1336
Si  -0.033  0.0404  0.1524
Si  0.0021  -0.0285  -0.0104
Si  -0.0046  0.0255  0.0041
Si  -0.0063  0.0289  0.0156
Si  0.0008  -0.014  0.0005
Si  -0.0061  0.0529  -0.0308
Si  0.0005  -0.0107  0.0066
Si  0.0012  -0.0447  -0.0175
Si  -0.0075  -0.031  -0.0134
Si  -0.0008  0.017  0.0244
Si  -0.0027  0.0097  0.0051
Si  -0.0031  0.025  -0.0122
Si  -0.0046  -0.0369  0.0224
Si  0.0122  -0.0552  -0.0225
Si  -0.1011  -0.0013  -0.0448
Si  0.0529  -0.0542  0.03
Si  0.0028  0.0519  -0.0391
Si  -0.1202  0.0533  -0.0081
Si  0.0551  0.0117  -0.0383
Si  -0.0939  0.0435  -0.0429
Si  -0.0296  0.0145  -0.0405
Si  0.1384  -0.0683  0.045
Si  -0.0316  0.024  0.035
Si  -0.1021  0.0188  0.0177
Si  0.123  -0.0077  -0.0032
Si  -0.01  -0.0608  -0.0186
Si  -0.0079  -0.1085  -0.009
Si  -0.0452  -0.0686  -0.0238
Si  0.0307  0.0455  -0.0158
Si  0.0077  0.0796  -0.0329
Si  0.0152  0.0959  0.0082
Si  -0.011  -0.0654  -0.0303
Si  0.0342  -0.0463  -0.0125
Si  -0.0206  -0.059  -0.0282
Si  0.0224  0.0592  -0.044
Si  0.0111  0.0618  -0.0146
Si  0.0048  0.0345  0.0049
Si  0.0195  -0.0312  0.0124
Si  0.0079  -0.0353  0.0111
Si  -0.0081  -0.0333  0.0059
Si  0.004  0.0248  -0.0067
Si  0.039  0.0372  -0.0076
Si  -0.0081  0.0376  0.0133
Si  0.0024  -0.0191  -0.0002
Si  0.0082  -0.0367  0.0041
Si  -0.0441  -0.0437  -0.019
Si  -0.0289  0.0319  0.0088
Si  0.0062  0.033  0.0167
Si  -0.01  0.0537  0.0108
Si  0.0037  -0.0306  0.0051
Si  -0.0115  -0.0339  0.0145
Si  -0.0067  -0.0216  0.0104
Si  -0.0075  0.0262  0.019
Si  0.0062  0.0228  -0.0022
Si  0.0101  0.0253  0.0133
Si  -0.0122  -0.0324  0.0088
Si  0.0091  -0.0283  0.0054
Si  -0.0041  -0.0376  0.015
Si  0.0018  0.0335  0.0059
Si  0.0033  0.0381  0.0111
Si  -0.0064  0.0321  0.0129
Si  -0.0116  -0.032  0.1215
Si  0.0438  -0.0416  0.1169
Si  0.0061  -0.0154  -0.0004
Si  0.0288  0.0129  0.0367
Si  0.0164  -0.0159  -0.1731
Si  -0.0082  -0.0467  -0.1494
Si  -0.027  -0.0326  -0.1353
Si  0.0444  0.0562  0.001
Si  0.002  -0.0257  -0.1365
Si  0.0227  0.0331  0.1281
Si  0.0287  -0.006  -0.0087
Si  -0.0219  0.0141  0.2049
Si  0.0037  -0.0275  -0.0073
Si  0.0083  -0.0379  -0.0134
Si  0.0005  -0.0323  -0.0071
Si  -0.0031  0.0333  -0.0128
Si  -0.0007  0.024  0.0007
Si  0.0041  0.0266  -0.0074
Si  -0.0103  -0.0352  -0.0059
Si  0.0041  -0.0262  -0.0007
Si  0.0038  -0.0367  -0.0186
Si  -0.0024  0.0315  0.0034
Si  0.011  0.0401  -0.0111
Si  0.0027  0.0411  -0.0141
Si  -0.0237  -0.0473  -0.0202
Si  -0.0062  -0.0285  -0.0022
Si  0.009  -0.0429  -0.0111
Si  -0.0007  0.037  -0.0105
Si  -0.0038  0.0354  -0.0243
Si  -0.0265  0.0398  -0.0123
Si  0.0028  -0.0273  -0.0144
Si  0.0067  -0.0463  -0.0041
Si  0.0131  -0.0408  -0.0151
Si  -0.0093  0.0322  0.0069
Si  0.0109  0.0427  -0.0057
Si  0.0035  0.0338  -0.0125
Si  0.0717  -0.0639  0.0415
Si  0.0092  -0.0799  0.0112
Si  -0.0516  -0.0437  0.0251
Si  -0.0168  0.0811  -0.0161
Si  -0.0633  0.068  0.0349
Si  0.0654  0.0447  0.007
Si  -0.036  -0.0612  0.0196
Si  0.0405  -0.047  0.0179
Si  0.0208  -0.0814  0.011
Si  0.0103  0.0655  0.0428
Si  0.0128  0.0403  0.0278
Si  0.0036  0.0763  0.0177
Si  0.0354  -0.0144  0.027
Si  0.0946  -0.0446  0.0311
Si  -0.1167  -0.0686  -0.0222
Si  0.0662  0.0403  -0.0278
Si  -0.0648  0.023  0.0798
Si  0.0253  0.0529  -0.0155
Si  0.0406  -0.0243  0.0768
Si  -0.0265  -0.0757  0.0001
Si  -0.0508  -0.0559  -0.0052
Si  -0.1626  0.0465  0.047
Si  -0.0568  0.0037  0.0343
Si  0.104  0.0946  -0.0204
O  -0.0152  0.026  0.0087
O  0.0173  -0.0143  -0.0099
O  -0.0508  0.0435  0.0065
O  -0.0105  -0.0547  -0.0116
O  0.0296  -0.0022  -0.0079
O  0.0023  -0.0024  0.0079
O  0.0424  -0.0365  0.0034
O  0.0523  0.0363  0.0191
O  -0.0014  -0.0274  0.0091
O  -0.0111  0.0239  0.0019
O  -0.0226  0.011  -0.005
O  0.002  0.0125  -0.0121
O  -0.0082  -0.0296  -0.0011
O  -0.0095  0.0517  -0.0007
O  -0.0115  -0.0003  -0.0308
O  -0.0191  0.0506  -0.0044
O  0.0658  -0.0249  0.0115
O  -0.0059  -0.0104  -0.0226
O  -0.0582  0.0234  0.024
O  0.0081  -0.0073  -0.0067
O  -0.0108  -0.0237  0.0307
O  -0.0059  0.0145  0.0141
O  0.0258  -0.0005  -0.0116
O  -0.0063  -0.0248  0.0293
Si  0.0014  -0.0085  -0.0106
Si  -0.0089  0.0002  -0.0025
Si  -0.0058  -0.006  -0.0095
Si  -0.0063  0.0022  0.0009
Si  0.0054  -0.0052  -0.0024
Si  0.001  0.0029  -0.0095
Si  0.0043  0.0061  -0.0049
Si  0.0119  0.0049  -0.0034
Si  -0.0029  0.0088  -0.008
Si  0.0043  0.001  0.0063
Si  -0.0035  0.0058  -0.0107
Si  0.0114  0.0013  0.014
Si  0.0045  -0.0051  -0.0056
Si  0.0037  0.0007  -0.003
Si  0.0009  -0.0044  -0.0011
Si  0.0031  -0.0037  0.0002
Si  -0.0032  -0.009  -0.0031
Si  -0.0009  -0.0003  0.0087
Si  0.0086  -0.0189  0.0127
Si  0.0147  -0.0177  0.0073
Si  0.001  -0.005  0.004
Si  0.0019  -0.0193  0.0194
Si  0.0052  0.0003  0.0126
Si  0.0011  -0.0036  -0.0027
Si  0.0049  0.0272  0.0044
Si  0.0061  -0.0044  -0.0124
Si  -0.0035  0.0059  0.0021
Si  -0.0052  0.0033  0.0008
Si  0.0084  -0.0207  0.0007
Si  0.0098  0.0037  -0.0062
Si  -0.0033  0.0055  0.0117
Si  -0.0013  -0.0038  -0.0053
Si  -0.0018  0.0035  0.0053
Si  0.0067  -0.0231  -0.0054
Si  -0.0197  -0.0076  -0.0028
Si  0.0012  0.0007  -0.0069
Si  -0.0007  -0.01  0.0187
Si  -0.0094  0.0066  -0.0054
Si  0.0003  -0.0069  -0.0071
O  0.026  0.0005  0.0042
O  0.003  -0.0162  -0.0078
O  -0.0163  -0.0012  0.016
O  -0.0128  -0.0074  0.0198
O  0.0009  0.0081  -0.0097
O  0.0223  -0.0306  -0.001
O  -0.0301  -0.0179  -0.0033
O  -0.0093  0.0322  -0.0193
O  0.0014  0.0101  -0.0141
O  -0.0153  -0.0191  0.022
O  -0.0233  -0.0103  0.0242
O  0.0275  0.0175  0.0009
O  0.0053  0.0008  -0.0072
O  0.0225  0.0108  -0.0377
O  0.011  -0.0652  -0.0113
O  0.0111  -0.0082  0.011
O  0.0164  0.0576  -0.0032
O  -0.0011  -0.0338  -0.0079
O  -0.0152  0.042  -0.0102
O  0.0322  -0.0131  -0.0217
O  0.0097  0.0114  -0.0225
O  0.0023  -0.0133  0.024
O  0.021  -0.0156  -0.0378
O  -0.0116  0.0133  0.0098
O  -0.0032  0.0218  -0.0119
O  -0.0083  -0.0057  -0.0183
O  0.019  -0.0151  0.0042
O  -0.0185  -0.0004  0.0262
O  0.0155  -0.0552  -0.0443
O  -0.0062  -0.0047  0.0016
O  0.0223  0.0159  0.0066
O  -0.0255  0.0268  0.0071
O  0.0168  -0.0031  -0.0099
O  -0.022  0.0067  0.0382
O  -0.0249  0.0296  -0.0318
O  -0.0071  0.003  0.0116
O  -0.0268  0.04  0.0011
O  0.0192  0.0172  0.0034
O  0.0092  0.0059  0.0244
O  0.0557  0.0155  0.0087
O  -0.0092  0.0036  -0.0285
O  -0.0065  -0.0128  -0.0276
O  0.0129  -0.0033  -0.0141
O  -0.008  -0.0305  -0.0022
O  0.0078  -0.0209  -0.0155
O  -0.0282  0.0038  0.0225
O  0.006  -0.0007  0.0133
O  0.0056  -0.0235  0.0175
O  -0.0065  0.0289  0.0071
O  -0.01  -0.014  -0.0007
O  -0.0105  0.0292  -0.0008
O  0.0177  -0.0156  -0.0123
O  0.0001  0.0372  -0.0286
O  -0.0144  0.0066  0.0018
O  0.029  -0.0052  -0.033
O  0.0406  -0.0056  0.0157
O  -0.0035  -0.0363  0.0033
O  0.0072  0.0073  0.0054
O  -0.0234  0.0244  0.0078
O  -0.0232  0.0226  0.0196
O  -0.003  -0.008  -0.0153
O  -0.0243  -0.0195  -0.027
O  -0.004  0.0196  0.0013
O  0.0129  -0.0045  0.0078
O  -0.0057  -0.016  -0.0353
O  0.0402  0.0042  -0.0006

The program warned: the cutoff lies below the one the program advises for these potential files; the forces do not sum to zero within the program's tolerance; the exchange-correlation potential is rough where the density is thin.
